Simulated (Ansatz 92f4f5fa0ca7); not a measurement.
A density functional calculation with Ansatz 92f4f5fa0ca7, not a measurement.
Periodic cell of 149 atoms, Si88O55N6, from a study of silicon, its oxide and their interface. The atomic structure is a simulated model.

Settings
functional: r2SCAN
potential files: Ansatz norm-conserving
basis: plane waves
wave-function cutoff: 1300 eV
density cutoff ratio: 4
exchange-correlation grid ratio: 1
k mesh: 2 x 2 x 1, shifted by 0.5 0.5 0.5 of a step
self-consistency stop: 5e-08 eV per atom in the density residual
occupations: Fermi-Dirac, 0.05 eV
spin: none
net charge: 0

Cell vectors (angstrom)
a, 10.88, 0, 0
b, 0, 10.88, 0
c, 0, 0, 21.6836

Atoms: element, x, y, z (angstrom)
Si, 0.6825, -0.362, 0.0356
Si, 2.6374, 2.9426, 0.3958
Si, 1.0096, 4.3648, -0.412
Si, 2.2475, 8.7592, -0.5441
Si, 5.9832, 0.0146, 0.3564
Si, 7.7723, 2.8296, 0.1656
Si, 6.1067, 5.2713, -0.3756
Si, 8.0407, 8.5059, 0.0109
Si, 1.5467, 1.2408, 1.5001
Si, 4.0732, 4.295, 1.4955
Si, 1.6911, 6.8891, 0.9013
Si, 4.3319, 9.6815, 1.3927
Si, 6.9845, 1.4487, 1.8029
Si, 9.4197, 3.9177, 1.4592
Si, 7.0518, 6.7582, 1.2995
Si, 9.7022, 9.6499, 1.2563
Si, 0.0287, 2.5912, 2.7706
Si, 2.8835, -0.0756, 2.8762
Si, -0.1387, 8.2207, 2.7631
Si, 2.7706, 5.6551, 2.7677
Si, 5.4539, 2.8278, 2.8527
Si, 8.3847, -0.026, 2.8384
Si, 5.5271, 8.104, 2.6629
Si, 8.314, 5.5175, 2.8029
Si, 1.4033, 4.103, 4.0517
Si, 4.1607, 1.3715, 4.234
Si, 1.4871, 9.3575, 4.1385
Si, 4.1204, 6.9141, 4.1638
Si, 6.8032, 4.2188, 4.1124
Si, 9.7127, 1.2492, 4.2571
Si, 6.855, 9.4796, 4.1303
Si, 9.5408, 6.8983, 4.2507
Si, 0.1659, -0.1866, 5.5897
Si, 2.7315, 2.7329, 5.529
Si, 0.076, 5.4449, 5.4651
Si, 2.7948, 8.1238, 5.6678
Si, 5.5175, -0.0347, 5.6205
Si, 8.1635, 2.7034, 5.247
Si, 5.3645, 5.5146, 5.5307
Si, 8.1205, 8.1783, 5.6249
Si, 1.4701, 1.2767, 6.9245
Si, 4.0144, 4.1357, 6.9384
Si, 1.3917, 6.6781, 7.0017
Si, 4.1714, 9.451, 7.0795
Si, 6.9262, 1.4847, 6.799
Si, 9.4585, 4.0588, 6.5944
Si, 6.7838, 6.7421, 6.9044
Si, 9.4933, 9.5116, 7.0205
Si, -0.4264, 2.3549, 7.7603
Si, 2.7804, -0.1367, 8.4463
Si, -0.2427, 7.8059, 8.2644
Si, 2.4528, 5.0488, 8.5469
Si, 5.9269, 3.2739, 7.9753
Si, 8.6794, 0.6936, 8.1702
Si, 5.6015, 8.0225, 8.4429
Si, 7.7422, 4.914, 7.9669
Si, 0.4538, 3.7946, 9.3713
Si, 2.237, -0.0167, 12.504
Si, 1.0076, 9.4997, 9.3132
Si, 3.9602, 5.8812, 10.3013
Si, 5.3747, 2.9784, 10.2324
Si, 7.8443, 0.9321, 10.44
Si, 6.6534, 9.7152, 10.7749
Si, 9.9429, 5.7811, 9.705
Si, 3.1855, 1.9392, 14.8369
Si, 3.79, 0.3231, 10.6678
Si, -3.7128, 7.4404, 16.0875
Si, 10.3132, -5.7662, 14.7893
Si, 7.1669, 5.1158, 14.2883
Si, 2.0165, 7.8213, 11.9203
Si, 1.1748, -4.0546, 16.4398
Si, 7.1152, -3.0402, 13.2109
Si, 5.8164, 9.8799, 14.8946
Si, 8.9345, 1.6847, 19.1583
Si, 6.0984, 2.1395, 14.7751
Si, 0.0144, 6.6529, 12.5677
Si, 1.4713, 9.0017, 14.603
Si, 5.1614, 13.3362, 20.3742
Si, 5.3375, 9.3806, 17.7094
Si, 0.416, 11.253, 19.5401
Si, -1.0154, 7.6845, 14.445
Si, -0.0923, 1.097, 10.9278
Si, 6.1093, 1.647, 17.78
Si, 2.1891, 8.8967, 18.6249
Si, 7.0443, 7.3409, 19.1332
Si, 11.4573, 2.6511, 18.8097
Si, 1.4636, 14.7243, 16.2512
Si, 3.2083, 10.468, 16.3111
O, 3.7986, -1.7688, -0.09
O, 5.5891, 0.9125, 20.7152
O, -1.1926, 0.2364, 19.127
O, 4.5364, 5.2753, 0.1586
O, -2.6771, 7.8648, 20.1548
N, 6.19, 8.8647, 16.2834
N, -0.3954, 6.5845, 15.7155
O, 1.3615, -3.1786, 17.8226
O, 8.7005, 2.0727, 20.7215
O, 6.3286, 6.0412, 19.8485
O, 11.8134, 3.9477, 19.7076
O, 0.7137, 11.3051, 12.137
O, 6.9398, 9.7155, -0.2548
O, 12.4667, 5.8771, 21.2885
N, -2.7247, 7.9099, 14.6486
O, 5.0984, 10.2245, 11.0232
O, 7.4123, -2.2864, 11.773
O, 6.6285, -1.8667, 9.2836
O, 1.7206, 8.6918, 10.5709
O, 0.047, 10.8271, 9.7448
O, 3.1839, 6.6682, 11.5553
O, 2.438, 1.0352, 13.7467
O, 6.8175, 2.2412, 10.6847
O, 4.8277, 4.5011, 10.707
O, 9.2017, 1.1753, 11.3233
O, 14.2029, 1.2214, 16.3179
O, 6.5479, 11.3878, 14.6182
O, 15.7716, 7.0118, 9.5489
O, 8.3482, 5.357, 9.4731
O, 0.3072, -5.6547, 13.3915
O, 1.4961, 2.8117, 17.4832
O, 4.2431, -0.7291, 15.0889
O, -0.9004, 6.3641, 11.2315
O, -3.2844, 1.6009, 18.3323
O, 1.8271, 16.2394, 16.7232
O, 12.9017, 7.593, 15.2488
N, 13.081, -1.691, 13.0638
O, 5.6338, 0.1085, 17.7096
O, 15.4991, 2.2188, 14.1612
O, 4.1872, 1.9353, 10.6599
O, -0.0444, 3.8333, 15.6271
O, 2.4934, 3.373, 15.0983
O, 0.5343, 2.5826, 10.5736
O, 5.8795, -2.0582, 13.6648
O, 1.2709, 10.2718, 18.5359
O, -2.1147, 15.8224, 14.3947
N, 6.3379, 3.5395, 21.1128
O, -11.0537, 9.0773, 14.5736
O, 20.7439, 2.8076, 18.4216
O, 6.5788, -4.9289, 15.5987
O, 18.5585, 7.1021, 17.6319
O, -4.0707, 6.2075, 13.0642
O, 1.7442, 10.1332, 15.7345
O, -0.4859, 4.4605, 21.9122
O, 5.1929, 2.5582, 18.7497
O, 0.1901, 7.0534, 23.2632
N, 3.5947, 9.4346, 17.6581
O, 14.4796, 2.617, 20.7514
O, 6.1402, 13.2888, 16.3627
O, 6.7328, 3.5249, 14.1338
O, 5.8683, 8.4851, 18.9451

Results
free energy: -37629.262 eV
free energy less fixed offsets of N -289.75, O -463.61, Si -117.95 eV per atom: -12.612 eV
pressure: -2.00 GPa
stress xx, yy, zz, yz, xz, xy (GPa, positive in tension): 0.01, 4.17, 1.81, -0.76, -1.12, -0.37

Forces (eV/angstrom), in the order of the atoms: element, x, y, z
Si, -0.0936, -0.1062, 0.2527
Si, 0.0524, -0.3287, -0.3857
Si, -0.4947, 0.026, -0.619
Si, 0.3032, -0.2185, 0.3214
Si, 0.1043, 0.053, -0.3348
Si, 0.4262, -0.1767, 0.0001
Si, -0.6089, 0.4723, -0.461
Si, -0.5342, 0.0164, -0.6879
Si, -0.0704, -0.0333, 0.1025
Si, 0.3257, 0.2186, -0.1719
Si, -0.0998, -0.3806, -0.4823
Si, 0.2237, -0.1153, -0.381
Si, -0.0554, -0.0189, -0.1476
Si, 0.1694, 0.3937, -0.7033
Si, -0.139, 0.1388, -0.0538
Si, -0.1629, 0.132, -0.1496
Si, 0.1816, -0.0481, -0.0028
Si, -0.0795, 0.0347, 0.0769
Si, 0.0318, -0.4427, -0.2249
Si, -0.3255, 0.1613, 0.1452
Si, -0.2226, 0.2444, -0.2004
Si, -0.0549, -0.1301, 0.2935
Si, 0.0611, -0.1766, 0.1857
Si, -0.1385, -0.062, 0.1654
Si, -0.0251, 0.0284, -0.1512
Si, -0.0158, 0.0362, 0.1585
Si, -0.1942, 0.1147, -0.0851
Si, 0.2161, -0.0173, -0.0836
Si, 0.0323, -0.1251, 0.0219
Si, -0.085, -0.0314, -0.1201
Si, 0.0991, 0.088, -0.158
Si, -0.0617, -0.0451, 0.3046
Si, -0.0474, -0.0859, 0.0922
Si, 0.0781, -0.1299, -0.0583
Si, -0.0004, 0.1836, -0.026
Si, 0.0203, -0.1754, 0.1244
Si, 0.1185, 0.0676, -0.1063
Si, -0.0697, 0.1584, -0.0327
Si, -0.1417, -0.03, -0.1994
Si, 0.004, 0.1891, -0.1285
Si, 0.2189, -0.1552, -0.0838
Si, -0.0079, 0.0267, -0.143
Si, 0.1767, -0.1427, 0.0871
Si, 0.1852, -0.0961, -0.0683
Si, -0.0238, -0.1001, 0.0724
Si, -0.1758, -0.1372, -0.2636
Si, 0.0867, 0.1688, -0.0279
Si, -0.1184, 0.1573, -0.0427
Si, -0.0858, 0.0643, 0.1034
Si, -0.0321, 0.2532, -0.2224
Si, 0.0312, 0.0705, 0.1002
Si, 0.0997, 0.3464, -0.0315
Si, -0.0664, -0.2097, 0.2214
Si, -0.0474, -0.0027, -0.1966
Si, -0.072, -0.0118, 0.2242
Si, 0.0975, 0.0587, 0.4181
Si, 0.1919, -0.9967, 0.2054
Si, 0.1392, 0.3186, 0.4341
Si, -0.1295, -0.0923, 0.5547
Si, -0.4197, -0.2042, -0.4619
Si, 0.332, 0.1024, -0.516
Si, -0.3835, -0.0447, -0.1203
Si, 0.5349, 0.3326, -0.0641
Si, -0.768, 0.5819, 0.1496
Si, 0.2595, 0.1877, 0.1047
Si, 0.0951, 0.1743, 0.3011
Si, -0.0173, -0.1559, 0.2724
Si, -0.0657, -0.7402, 0.3348
Si, -0.2361, -0.1758, 0.2004
Si, -0.1115, 0.2145, 0.2104
Si, 0.3972, 0.0012, 0.1346
Si, -0.5531, 0.0857, 0.1675
Si, -0.0253, 0.1715, 0.0694
Si, -0.4021, 0.0479, -0.2501
Si, -0.1492, -0.0726, 0.2702
Si, -0.1531, -0.5363, 0.0719
Si, -0.0458, 0.1968, 0.8326
Si, 0.032, -0.4327, -0.5971
Si, 0.0797, 0.2437, 0.2638
Si, -0.1787, -0.0468, -0.6934
Si, -0.3584, 0.6796, 0.8192
Si, -0.005, -0.027, 0.051
Si, -0.2813, 0.0772, -0.1667
Si, -0.0626, 0.1981, -0.7148
Si, -0.1631, 0.2668, -0.1591
Si, 0.2843, 0.331, -0.4955
Si, 0.0347, -0.0981, -0.0123
Si, -0.0057, 0.2648, -0.1265
O, -0.4993, 0.1279, 0.1653
O, -0.1374, 0.2123, 0.3
O, 0.2941, 0.3547, 0.1988
O, 0.3406, -0.3968, 0.6066
O, 0.0766, 0.2188, 0.4521
N, 0.0183, 0.0368, -0.1957
N, -0.1328, 0.0238, -0.5659
O, 0.086, 0.1205, -0.1088
O, -0.1651, -0.0075, -0.1769
O, 0.1146, -0.0629, 0.2072
O, -0.0949, -0.0925, 0.3131
O, -0.1884, 0.0756, -0.279
O, 0.38, -0.2062, 0.3505
O, -0.038, 0.0944, 0.4153
N, 0.4424, -0.1911, -0.2283
O, -0.2951, 0.0371, -0.0752
O, -0.232, -0.0734, -0.1394
O, -0.236, -0.2087, 0.155
O, 0.0868, 0.108, -0.1518
O, 0.3257, -0.3451, 0.0713
O, 0.1727, 0.3181, -0.2054
O, 0.0106, -0.4458, -0.2744
O, -0.1017, -0.1638, 0.33
O, 0.124, 0.1573, 0.1697
O, 0.3341, 0.2431, -0.0941
O, -0.2089, -0.2506, -0.2503
O, -0.2577, -0.1812, -0.0749
O, -0.0707, -0.06, 0.121
O, 0.4723, -0.1046, -0.4014
O, -0.1601, 0.314, -0.1925
O, -0.2593, 0.1321, 0.0907
O, 0.0914, -0.0782, 0.1343
O, 0.3709, -0.0947, 0.215
O, 0.171, -0.0118, 0.2221
O, -0.2749, 0.1055, -0.2274
O, -0.4474, 0.1093, -0.0904
N, 0.0525, -0.2337, -0.2704
O, 0.0854, -0.123, -0.0274
O, 0.0192, -0.1208, 0.1
O, 0.3045, -0.2607, 0.0158
O, 0.1954, 0.426, -0.1413
O, -0.163, -0.2062, 0.2394
O, -0.063, 0.0583, 0.1824
O, 0.2312, -0.0972, -0.0259
O, -0.1266, -0.0462, 0.5372
O, 0.249, 0.2196, -0.0695
N, 0.4298, 0.2292, 0.1211
O, 0.3107, -0.3689, -0.1275
O, 0.1568, -0.4338, 0.4791
O, 0.3089, 0.1055, -0.2076
O, -0.2321, 0.0923, 0.0489
O, 0.1947, 0.1365, -0.0249
O, 0.128, -0.2359, -0.2704
O, 0.3202, -0.0175, 0.2828
O, 0.1285, -0.0763, 0.4492
O, 0.5737, 0.3689, 0.2534
N, -0.2309, -0.1511, 0.1643
O, -0.1631, 0.0332, 0.2992
O, -0.0387, -0.2682, -0.0334
O, 0.1289, 0.4164, -0.0548
O, 0.2168, -0.2961, -0.0146

The program warned: the forces do not sum to zero within the program's tolerance.
